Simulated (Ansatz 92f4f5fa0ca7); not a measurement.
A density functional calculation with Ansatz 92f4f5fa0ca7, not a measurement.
Periodic cell of 166 atoms, Si98O68, from a study of silicon, its oxide and their interface. The atomic structure is a simulated model.

Settings
functional: r2SCAN
potential files: Ansatz norm-conserving
basis: plane waves
wave-function cutoff: 1300 eV
density cutoff ratio: 4
exchange-correlation grid ratio: 1
k mesh: 2 x 2 x 1, shifted by 0.5 0.5 0.5 of a step
self-consistency stop: 5e-08 eV per atom in the density residual
occupations: Fermi-Dirac, 0.05 eV
spin: none
net charge: 0

Cell vectors (angstrom)
a	10.88	0	0
b	0	10.88	0
c	0	0	24.5613

Atoms: element, x, y, z (angstrom)
Si	-0.2246	0.1042	-0.1781
Si	2.7996	2.7788	0.2687
Si	-0.5989	5.936	0.1574
Si	2.9376	7.849	0.0156
Si	5.8445	-0.4788	-0.2586
Si	8.6746	2.5961	-0.3192
Si	5.1424	5.6691	0.1413
Si	8.056	8.1712	0.2551
Si	1.2468	1.3692	1.2931
Si	3.9967	4.2216	1.5687
Si	1.2557	6.867	1.3608
Si	4.1382	9.4815	1.2384
Si	6.8529	1.3921	0.9985
Si	9.4156	4.1252	1.4031
Si	6.6887	6.7974	1.5162
Si	9.5062	9.5869	1.3816
Si	-0.0629	2.7487	2.7251
Si	2.6911	-0.0009	2.5953
Si	-0.0106	8.2502	2.73
Si	2.5488	5.506	2.8149
Si	5.4469	2.7059	2.5839
Si	8.1165	0.1022	2.6327
Si	5.3546	8.1984	2.7955
Si	8.0334	5.3927	2.8025
Si	1.2807	4.0698	4.136
Si	4.0606	1.364	3.9783
Si	1.3601	9.5802	4.0858
Si	3.9549	6.8431	4.139
Si	6.6799	4.0064	4.1094
Si	9.4557	1.3826	4.087
Si	6.7747	9.6082	4.0558
Si	9.4777	6.8416	4.0345
Si	-0.0428	0.0145	5.4615
Si	2.6836	2.6775	5.4326
Si	-0.0568	5.4912	5.4284
Si	2.6533	8.2257	5.501
Si	5.3831	0.0577	5.417
Si	8.0497	2.6667	5.455
Si	5.3106	5.4099	5.4419
Si	8.159	8.2298	5.3928
Si	1.3361	1.3289	6.8583
Si	3.977	4.0349	6.8626
Si	1.2794	6.8573	6.8316
Si	4.0259	9.6153	6.8053
Si	6.719	1.3289	6.8761
Si	9.4653	4.0514	6.6582
Si	6.7396	6.8468	6.6421
Si	9.5051	9.5354	6.8764
Si	-0.1231	2.7231	8.0899
Si	2.6753	-0.0409	8.3269
Si	-0.0044	8.1837	8.2909
Si	2.6162	5.4671	8.1626
Si	5.3196	2.6476	8.2534
Si	8.11	-0.014	8.2576
Si	5.4858	8.2697	8.0386
Si	8.0998	5.433	7.9024
Si	1.1329	4.1352	9.4659
Si	4.0077	1.3128	9.8033
Si	1.4004	9.402	9.8524
Si	4.1391	6.8954	9.2771
Si	6.8133	4.0997	9.2717
Si	9.4866	1.3726	9.5548
Si	6.7691	9.4963	9.6381
Si	9.3919	6.7011	9.3171
Si	0.2025	0.3189	10.9789
Si	2.2607	2.644	10.8512
Si	-0.5132	5.2065	10.8752
Si	3.1784	8.0257	11.064
Si	5.2255	-0.3872	11.1413
Si	8.2126	2.9887	10.7554
Si	5.7171	5.7172	10.5099
Si	7.947	7.7551	10.7699
Si	2.7475	-1.1716	19.5588
Si	0.3305	8.9236	15.2464
Si	2.9709	-2.96	16.1117
Si	7.3544	6.4607	15.183
Si	5.968	1.1017	15.7927
Si	-1.1937	7.0026	13.1901
Si	3.4828	5.0998	12.4053
Si	7.3475	-1.4853	15.2191
Si	4.9918	-2.3926	18.2536
Si	7.4836	6.7978	18.2079
Si	-3.625	12.3508	18.4712
Si	-6.3932	5.4513	15.1801
Si	4.2879	12.1861	18.2361
Si	11.7248	7.8912	17.9292
Si	-3.7785	4.1795	19.4489
Si	-5.38	15.092	22.0505
Si	4.2605	12.2786	22.7992
Si	1.1944	9.0929	22.1845
Si	6.9709	1.4609	13.1364
Si	3.0335	15.9842	20.5122
Si	-1.3936	-0.1934	13.6972
Si	1.9592	2.8127	22.0087
Si	-0.5963	4.2187	22.2775
Si	-3.1475	9.6148	18.148
Si	4.2465	4.2172	18.0543
Si	11.2339	6.5981	20.6391
O	-1.3163	1.2361	-0.6824
O	-6.3109	-9.7834	-7.9363
O	0.0683	5.1542	-1.1263
O	2.4151	3.5519	-1.1636
O	3.5801	2.7624	-6.2559
O	2.1077	9.8075	-3.5244
O	2.419	3.6205	-3.8707
O	5.1466	0.0269	-1.7107
O	8.8778	3.583	-1.7101
O	-8.8994	-1.9812	-9.3115
O	4.0657	6.7418	-0.5256
O	5.9095	4.8294	-1.0686
O	9.1178	7.0352	-0.451
O	3.9652	12.5412	-0.1743
O	2.927	-4.2415	12.0462
O	-7.0076	-3.9287	15.2092
O	2.5844	3.8071	11.9748
O	1.2437	1.5105	11.5487
O	-1.5511	4.0234	11.3868
O	-0.2448	5.9859	12.3293
O	-4.7889	12.8779	14.4278
O	-0.6307	10.6129	12.2806
O	4.2085	-1.6469	11.6798
O	6.1317	0.2505	12.3831
O	4.9301	4.9202	11.6999
O	7.205	2.5979	12.0087
O	6.1062	5.4463	14.9667
O	6.7465	6.7384	11.3201
O	8.9261	7.9366	12.0882
O	3.7033	4.768	13.9687
O	-0.1459	-2.4299	16.7545
O	-0.2377	10.4191	14.8539
O	2.019	7.0603	17.1369
O	6.1574	-11.291	15.2323
O	8.1934	-1.2858	16.594
O	8.4983	1.1116	13.6981
O	8.1988	-2.7056	18.7728
O	1.9281	6.2181	20.8666
O	8.5723	6.2329	14.137
O	-2.9429	17.2423	16.7067
O	-2.4999	-1.3504	13.9952
O	4.1211	4.6303	16.5127
O	-2.7123	11.0241	18.8548
O	-6.8316	-2.1029	16.9681
O	6.6815	-2.941	15.0706
O	12.4056	-1.6872	18.6183
O	10.6786	7.8612	14.1432
O	7.151	1.5654	16.8342
O	-2.9439	13.6958	19.0949
O	-2.9736	16.4375	19.1475
O	5.7195	12.2317	19.034
O	5.812	15.0578	18.4589
O	6.1023	9.6611	18.2105
O	-5.8041	2.6509	22.1726
O	-17.4295	5.1882	21.4722
O	0.325	10.1973	23.0236
O	4.0166	8.6478	19.5535
O	0.1843	7.969	21.5229
O	11.0017	6.9542	19.0451
O	-4.1503	4.2349	21.0114
O	5.845	7.0873	18.2287
O	2.2289	8.3932	23.2119
O	3.2949	11.1128	18.9336
O	7.005	9.1887	23.9382
O	-0.5979	16.1862	21.0134
O	2.7782	1.3868	22.0487
O	0.3341	2.8928	21.9685
O	3.4552	5.2975	18.9618

Results
free energy: -43104.807 eV
free energy less fixed offsets of O -463.61, Si -117.95 eV per atom: -20.227 eV
pressure: -2.04 GPa
stress xx, yy, zz, yz, xz, xy (GPa, positive in tension): 1.91, 2.32, 1.88, -0.72, 0.01, -0.31

Forces (eV/angstrom), in the order of the atoms: element, x, y, z
Si	-0.0931	-0.0725	-0.2856
Si	0.1969	0.0486	-0.5159
Si	0.0697	0.2542	-0.4906
Si	0.1541	-0.2508	-0.597
Si	0.5236	-0.6093	0.0443
Si	0.2209	0.1941	-0.1595
Si	0.0284	0.0732	-0.4683
Si	0.0494	-0.0285	-0.4225
Si	-0.1345	-0.0877	-0.2031
Si	0.0882	0.0765	-0.2063
Si	-0.1091	-0.0912	-0.2736
Si	0.0085	0.0829	-0.1659
Si	0.0582	-0.0518	-0.2761
Si	-0.0398	-0.0565	-0.2204
Si	-0.1758	-0.0995	-0.2407
Si	0.1153	0.1037	-0.2435
Si	-0.0007	0.0731	-0.0043
Si	0.1887	-0.0671	-0.0435
Si	0.0753	0.0552	0.167
Si	-0.0764	0.0617	0.0705
Si	0.1727	-0.2027	-0.0686
Si	-0.0229	0.2175	-0.1037
Si	-0.0547	-0.0212	0.1894
Si	-0.0513	-0.1005	0.129
Si	0.141	-0.0105	0.0117
Si	-0.0433	0.1125	-0.0835
Si	-0.1354	-0.0299	-0.0532
Si	0.0177	0.0577	-0.0037
Si	0.0605	0.0926	0.009
Si	-0.1161	-0.0803	-0.061
Si	-0.0856	0.0036	-0.08
Si	0.0814	-0.1312	-0.0615
Si	0.0524	0.1081	0.0164
Si	0.0249	0.0404	0.0057
Si	-0.0403	-0.0312	-0.0732
Si	0.0414	-0.0405	0.0103
Si	0.0211	-0.0905	-0.0236
Si	0.0379	0.0753	-0.1102
Si	-0.0721	-0.0752	-0.0119
Si	-0.0036	0.0082	0.0299
Si	-0.037	-0.0455	0.0748
Si	0.0302	0.0126	-0.081
Si	0.0604	-0.0342	-0.032
Si	0.0741	0.035	0.0951
Si	-0.0245	0.0451	0.0295
Si	-0.0665	0.0281	0.0765
Si	0.0299	0.0477	0.0162
Si	-0.0332	-0.0975	-0.046
Si	-0.0168	0.2487	-0.11
Si	0.0405	-0.0397	0.2202
Si	0.0131	0.0829	0.0832
Si	0.0216	-0.0946	0.1128
Si	-0.1018	-0.1098	0.0455
Si	-0.0349	-0.0083	-0.036
Si	0.1038	0.0326	-0.1196
Si	0.0257	-0.095	-0.2753
Si	0.0209	-0.0392	0.2435
Si	-0.1008	0.0411	0.2303
Si	0.0517	0.1686	0.1972
Si	-0.036	-0.1912	0.1572
Si	0.0355	0.1496	0.2865
Si	-0.0085	0.0721	0.2222
Si	0.0499	-0.1884	0.1281
Si	0.0606	-0.1223	0.3937
Si	0.07	0.0406	0.5549
Si	-0.0899	0.0297	0.3166
Si	-0.0675	-0.0004	0.5541
Si	0.2549	-0.0835	0.0535
Si	-0.1048	-0.1462	0.2158
Si	-0.0797	0.2374	0.5528
Si	0.0984	-0.2635	0.6864
Si	-0.0506	-0.247	0.6676
Si	0.0029	-0.1639	-0.2903
Si	0.1169	0.13	0.3243
Si	0.1102	-0.0192	-0.0702
Si	-0.1847	-0.019	0.2121
Si	-0.0348	-0.0572	0.0895
Si	-0.1875	-0.0848	0.1572
Si	0.1185	-0.2768	0.0632
Si	-0.1417	-0.1738	0.1468
Si	-0.1526	-0.087	-0.0256
Si	0.0603	-0.2053	-0.0551
Si	0.2008	0.0758	-0.0061
Si	0.1738	0.1516	0.2298
Si	-0.2067	0.049	-0.1697
Si	-0.0899	-0.1978	0.0005
Si	0.0164	0.1639	-0.3075
Si	-0.0434	0.3808	-0.2249
Si	-0.1755	-0.0131	0.0688
Si	0.0453	-0.1291	-0.001
Si	0.0136	0.1364	0.1053
Si	0.0135	0.2093	-0.2429
Si	0.0324	-0.0977	0.3617
Si	-0.081	0.2309	-0.3016
Si	0.0039	0.1554	-0.2601
Si	0.1414	0.0365	0.0484
Si	-0.1328	0.2247	-0.2226
Si	0.1713	0.0302	-0.3856
O	-0.0148	0.4069	0.3031
O	0.3308	0.07	0.2087
O	-0.2409	0.0188	0.054
O	0.0022	-0.3791	0.4317
O	0.3614	-0.0359	0.0802
O	-0.1621	-0.1486	0.1493
O	-0.0032	-0.0188	0.4248
O	0.088	0.1226	0.2809
O	-0.045	-0.479	0.5254
O	-0.2749	-0.2069	0.116
O	-0.085	0.0421	0.7029
O	-0.2222	0.0982	0.1726
O	0.3105	-0.1468	0.6187
O	-0.2804	0.2492	-0.3425
O	0.0867	0.4343	-0.0549
O	-0.0478	-0.1111	0.0952
O	0.102	0.1199	-0.1471
O	-0.1343	-0.2471	-0.701
O	-0.0118	-0.0027	-0.5893
O	-0.0817	-0.1941	-0.4525
O	0.2203	-0.2954	-0.248
O	0.1942	0.1519	-0.3428
O	-0.072	0.0362	-0.4739
O	-0.123	-0.017	-0.0797
O	-0.2311	0.1727	-0.1092
O	0.2642	-0.1921	-0.2163
O	-0.0912	0.1466	0.0028
O	0.1105	0.0841	-0.7962
O	-0.2281	-0.0364	-0.2827
O	-0.0731	0.2218	-0.4346
O	0.2715	0.0301	-0.2297
O	-0.2694	-0.217	-0.3421
O	-0.0334	0.4561	-0.0264
O	0.2062	0.1594	-0.0042
O	-0.2874	-0.0446	-0.0133
O	-0.2783	-0.0681	-0.176
O	-0.298	0.1333	-0.3145
O	-0.1612	-0.0923	0.0151
O	0.2292	0.3314	-0.2826
O	-0.2099	0.1952	-0.0331
O	0.0721	0.0956	-0.0422
O	0.1158	0.0515	-0.0272
O	-0.418	-0.006	-0.3129
O	-0.0027	-0.2487	0.1398
O	0.3208	0.0347	-0.0064
O	0.2002	-0.1173	0.0994
O	-0.1165	-0.0103	-0.1322
O	-0.306	-0.217	0.1228
O	-0.3369	-0.0242	0.0322
O	-0.2517	-0.0862	0.0038
O	0.0619	0.0187	-0.163
O	0.0556	-0.0804	0.2516
O	0.1712	-0.122	0.0407
O	-0.0478	-0.1621	0.1177
O	0.0726	-0.3027	-0.013
O	-0.0207	0.224	0.4542
O	-0.2056	0.2385	-0.1974
O	0.186	0.0801	0.1211
O	0.1728	0.1002	0.297
O	-0.1178	-0.092	0.07
O	0.1786	0.2658	-0.0006
O	-0.0466	0.1086	0.1422
O	0.1016	-0.0702	0.1097
O	-0.2938	0.3628	0.4487
O	0.0387	-0.2678	0.4528
O	0.2874	0.1007	0.1929
O	0.0694	0.2272	0.1499
O	0.0998	-0.2807	0.2661

The program warned: the forces do not sum to zero within the program's tolerance.
